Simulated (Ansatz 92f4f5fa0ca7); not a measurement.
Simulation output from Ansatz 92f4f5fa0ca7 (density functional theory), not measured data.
Periodic cell of 184 atoms, Si120O64, from a study of silicon, its oxide and their interface. The atomic structure is a simulated model.
This geometry differs little from another in the collection (a relaxation step or a small displacement).

Settings: functional r2SCAN; potential files Ansatz PAW; basis plane waves; wave-function cutoff 800 eV; density cutoff ratio 5; exchange-correlation grid ratio 1; k mesh 1 x 1 x 1, shifted by 0.5 0.5 0 of a step; self-consistency stop 1e-10 eV per atom in the density residual; occupations fixed; spin none; net charge 0.

Cell vectors (angstrom)
a	10.888	0	0
b	0	10.888	0
c	0	0	27.6829

Atoms and the computed forces on them: element, x, y, z (angstrom), force x, y, z (eV/angstrom)
Si	-0.0212	1.1141	0.9502	0.0021	-0.0035	0.0045
Si	3.4339	0.0449	-1.9325	-0.0076	-0.0026	-0.0039
Si	-0.5699	6.0652	0.1802	0.003	0.0004	-0.0073
Si	3.3665	8.0493	-0.8229	-0.0075	-0.0006	-0.0072
Si	6.023	-0.1446	-0.2766	-0.0001	0.0004	-0.0055
Si	7.8071	3.0514	0.079	0.0003	-0.0043	-0.0029
Si	5.7313	4.3784	-0.2962	0.0016	0.0114	-0.0067
Si	8.9664	7.996	-0.389	-0.0031	-0.0086	0.0225
Si	2.2611	1.2634	0.5636	-0.0072	0.0051	-0.0053
Si	4.0692	3.8138	1.4145	-0.0041	-0.0018	-0.011
Si	1.3102	6.9135	1.2848	-0.0006	0.0045	-0.0171
Si	5.1972	8.6818	0.5468	0.0101	-0.0018	0.0062
Si	6.7958	1.3765	1.395	-0.0001	0.004	-0.0034
Si	9.2464	4.3498	1.4311	0.0019	0.0026	0.0015
Si	6.9263	7.171	0.5031	-0.0009	0.0103	-0.0125
Si	9.756	9.7567	1.3002	0.0022	-0.0037	-0.0087
Si	-0.3068	2.7848	2.6441	-0.0027	0.0005	0.0003
Si	3.2391	-0.39	3.0125	-0.0019	0.0078	-0.0185
Si	0.073	8.2884	2.74	-0.0058	0.0011	0.0031
Si	2.7291	5.454	2.5531	-0.0001	0.0014	0.0041
Si	5.4576	2.6432	2.8687	0.0036	0.0008	-0.0003
Si	8.1422	-0.0436	2.6876	0.0036	0.0044	-0.0013
Si	4.8471	8.7448	2.8784	-0.0002	0.0004	-0.0003
Si	8.0716	5.6203	2.9203	-0.0038	0.0067	-0.0197
Si	1.3303	4.0435	3.9059	-0.0012	0.0007	-0.0032
Si	4.1524	1.3349	4.2777	0.0024	0.0045	0.0011
Si	1.3917	9.5866	4.1455	-0.0013	-0.003	-0.0002
Si	3.995	6.8503	4.0171	-0.0038	-0.0028	-0.0022
Si	6.7657	4.1227	4.1668	-0.0041	-0.0021	0.0009
Si	9.394	1.3898	4.1133	0.0019	-0.0001	-0.0064
Si	6.7285	9.5569	4.0661	0.0003	0.0063	0.0007
Si	9.5795	6.9073	4.1267	0.0019	0.0049	-0.0007
Si	-0.0194	0.0774	5.4299	-0.0002	0.001	-0.0009
Si	2.679	2.7535	5.4012	0.0001	0.0011	-0.0009
Si	0.0314	5.4182	5.3793	0.0003	-0.0031	-0.0014
Si	2.6776	8.149	5.4962	0.0044	0.0035	-0.0025
Si	5.5196	0.002	5.592	-0.0035	-0.0054	-0.0019
Si	8.1101	2.7373	5.5211	0.0014	0.0004	-0.001
Si	5.3871	5.5153	5.4252	-0.0002	0.0007	0.0004
Si	8.1329	8.2104	5.4262	0	-0.0004	-0.0025
Si	1.37	1.3902	6.7991	0.0005	-0.0003	-0.0004
Si	4.0493	4.1162	6.7672	0.0004	-0.0014	-0.0015
Si	1.3391	6.7758	6.8182	-0.0023	-0.0007	-0.0007
Si	4.0929	9.4988	6.8445	0.0004	0.0007	-0.0011
Si	6.8203	1.3777	6.9261	-0.0011	0.0013	-0.0004
Si	9.5699	4.0652	6.7867	0.0003	0.0026	-0.0011
Si	6.8324	6.7985	6.7869	0.0002	0.0006	-0.0006
Si	9.4962	9.576	6.7737	0.0024	-0.0022	-0.0027
Si	0.0234	2.7026	8.185	-0.0002	-0.0004	-0.0019
Si	2.7347	0.0327	8.1738	-0.0007	0.0007	-0.0023
Si	-0.0416	8.1781	8.1163	-0.0007	0.0006	-0.0007
Si	2.7162	5.4287	8.1673	0.0004	0.0004	-0.0018
Si	5.4167	2.7567	8.1685	0	0.0011	-0.0014
Si	8.2006	0.0059	8.225	-0.0006	0.0003	-0.0015
Si	5.4739	8.1297	8.1557	0.0009	0.0004	-0.0021
Si	8.2189	5.4239	8.1415	0	-0.0009	-0.0016
Si	1.3851	4.0583	9.5353	0.0001	0.0002	0.0021
Si	4.0996	1.4041	9.5671	0.001	-0.0005	-0.0007
Si	1.3212	9.5477	9.4687	-0.0022	-0.0013	-0.0018
Si	4.1323	6.7497	9.4919	-0.0011	0.0008	0.0001
Si	6.8672	4.0432	9.4952	0	-0.0017	-0.0014
Si	9.5945	1.323	9.5788	0.0005	0.0013	-0.001
Si	6.82	9.4907	9.5131	-0.0003	0.0001	-0.0006
Si	9.584	6.7752	9.52	0.0011	0.0025	-0.0019
Si	0.0207	-0.0554	10.983	0.0019	-0.0011	-0.0034
Si	2.7387	2.7694	10.9513	-0.0015	0.001	-0.0017
Si	0.1174	5.4516	10.9183	-0.0005	-0.001	-0.0003
Si	2.7279	8.1725	10.7098	0.0008	0.0002	-0.0031
Si	5.4958	-0.0016	10.8631	0.0011	0.0013	-0.0017
Si	8.2617	2.7188	10.8923	-0.0002	-0.0014	-0.0004
Si	5.5145	5.3752	10.8425	0.0001	0.0005	-0.0022
Si	8.1748	8.0982	10.8343	0.0002	-0.0014	-0.0004
Si	1.4138	1.3617	12.2982	-0.002	0.0018	0.0046
Si	4.1628	4.1184	12.3156	0.0026	-0.0027	0.0005
Si	1.6078	6.7959	12.2257	-0.0006	0.0005	0.0009
Si	4.031	9.4906	12.0893	-0.0003	-0.0029	0.0001
Si	6.9534	1.2766	12.2132	0.0018	0.0026	-0.0032
Si	9.6053	4.122	12.2596	0.0017	-0.0034	0.0029
Si	6.8175	6.7631	12.1962	0.0024	0.0003	0.0005
Si	9.5284	9.3259	12.2667	-0.0037	0.0012	0.002
Si	0.0916	2.7858	13.6319	-0.0054	0.0007	-0.0204
Si	2.7164	-0.1086	13.5929	0	0.0006	0.0031
Si	0.1564	8.0147	13.5488	0.0052	0.009	-0.0109
Si	3.4544	6.0517	13.6025	-0.0034	0.0025	0.0066
Si	5.4455	2.5254	13.4969	0.0036	0.0025	0.0041
Si	8.0235	-0.348	13.6185	0.0019	0.0018	0.0028
Si	5.127	7.8681	13.3861	0.0022	-0.0011	0.0097
Si	8.1162	5.3705	13.5805	-0.0041	0.0009	0.0065
Si	1.6258	3.954	16.102	-0.0154	-0.0023	-0.0155
Si	4.6107	0.6729	14.6895	0.0005	-0.0012	-0.0225
Si	1.1823	9.5479	14.9051	0.0097	-0.004	-0.0138
Si	2.8638	5.937	15.921	-0.0033	-0.0067	-0.0223
Si	6.7884	3.8971	14.7688	0.0001	-0.009	-0.0233
Si	9.5279	0.4867	15.2354	-0.0024	0.0025	-0.0156
Si	6.0729	9.6454	14.71	-0.0054	-0.006	-0.0273
Si	9.1431	6.4486	15.4119	-0.0072	-0.0058	-0.0217
Si	22.5714	-2.7503	19.2487	-0.0028	-0.0065	0.008
Si	30.3648	22.1099	25.6717	0.0112	-0.0178	0.0145
Si	-18.3019	34.3538	17.3161	0.0155	0.0019	-0.0076
Si	-25.4149	-24.4325	17.0515	-0.0099	0.0135	-0.0148
Si	9.7452	12.8961	26.76	0.0114	0.0126	0.002
Si	39.3966	25.3689	21.4506	-0.0084	-0.0001	0.0243
Si	-21.9485	-15.4895	23.1342	0.011	-0.0062	0.0172
Si	2.3528	17.7183	21.4912	-0.0006	-0.0053	0.0207
Si	-5.1073	35.6172	18.7297	-0.002	-0.0086	0.0091
Si	3.0176	9.8738	18.6903	0.0085	-0.0057	0.0049
Si	22.2344	-6.4864	25.4404	0.0009	-0.0085	-0.0028
Si	12.8919	40.7359	16.5799	-0.0037	0.0026	-0.0058
Si	-1.8458	-5.3703	20.4792	0.0064	-0.0063	0.0186
Si	-18.2837	-27.5443	25.4573	0.0005	-0.0031	0.0007
Si	-16.1656	-16.22	17.1843	0.0034	0.0069	-0.0125
Si	-13.6779	23.9716	17.0607	-0.0103	-0.0013	-0.0136
Si	39.8614	-1.5617	22.3697	-0.006	0.0025	0.0196
Si	-1.9566	19.3206	24.7801	-0.0146	0.007	-0.0143
Si	4.1919	20.357	21.3611	-0.0033	0.0071	0.0221
Si	-6.9969	-9.644	22.9728	-0.0018	0.0026	0.0175
Si	7.0299	12.2075	23.2711	-0.013	-0.0004	0.0142
Si	30.3582	8.2705	19.7344	-0.0031	0.0147	0.0085
Si	-0.9041	4.4685	17.8114	0.0035	0.0051	-0.0087
Si	-6.9455	-28.2951	22.458	-0.0109	-0.0007	0.0143
O	6.4024	5.8702	-0.3511	-0.0069	-0.0196	-0.0007
O	4.9551	11.2396	-1.4273	0.011	0.0049	0.0072
O	-14.2977	2.6585	-5.1601	0.0034	0.0052	-0.0091
O	5.4368	23.1129	-4.2968	0.0102	0.0016	-0.0078
O	-15.0099	1.9552	-9.754	0.0015	0.0044	0.0091
O	0.5635	14.9557	-10.3693	-0.0012	-0.0002	-0.0038
O	-32.5789	48.4434	-3.7459	-0.0084	0.0059	-0.0127
O	14.5514	0.0394	-5.7859	0.0003	-0.006	-0.0129
O	18.4026	0.0086	-5.1828	0.0036	0.003	-0.0059
O	-5.3574	-17.3283	-5.5649	0.0139	-0.0026	-0.021
O	3.1317	5.3825	-6.2289	0.0002	0.0012	-0.006
O	18.9557	-23.7348	-6.5929	0.0033	-0.0052	-0.0124
O	3.465	2.7724	-5.1926	0.0027	0.0009	-0.0032
O	12.4242	-3.9193	-7.589	-0.0023	0.0041	-0.0067
O	-10.9452	21.3395	-12.1404	-0.0065	0.006	0.01
O	-10.0885	18.6398	-10.0143	-0.0037	0.0027	0.0064
O	5.6247	-1.7552	22.0396	0.0077	-0.0038	-0.0008
O	-20.1398	-1.3821	19.4571	0.0009	0.0011	-0.0081
O	7.7241	12.1938	24.708	-0.0136	0.0012	-0.0164
O	1.276	-4.0323	22.7023	-0.003	0.0014	-0.0105
O	14.0307	0.7026	24.3048	0.0115	0.0031	-0.0112
O	51.4814	26.2078	20.8236	0.0055	0.0018	-0.007
O	20.8795	7.4267	24.0521	-0.0018	0.0069	-0.0001
O	-15.79	26.7099	15.7424	-0.0129	0.0122	0.0169
O	2.7953	0.4895	18.1464	-0.0004	0.007	-0.0009
O	13.9298	0.1388	29.1365	0.0092	-0.0131	0.0273
O	-8.8271	4.3943	25.729	0.0022	0.0011	0.0057
O	14.0489	-34.2368	25.8267	0.0044	-0.0026	0.0049
O	18.3606	21.3763	26.6404	-0.0012	0.0035	-0.0069
O	17.2608	9.366	16.309	0.0074	-0.0064	0.0305
O	20.9625	26.8161	19.3228	-0.0004	-0.0012	0.0013
O	9.3622	16.3929	16.7224	0.0059	-0.0082	0.0156
O	4.5167	1.0329	16.284	-0.0086	0.0082	0.0358
O	-1.0581	5.9589	21.8192	-0.0046	-0.0015	-0.0161
O	15.1335	-12.1032	19.7378	-0.0053	0.0023	-0.0034
O	10.5378	-14.8248	14.7447	0.0023	-0.005	0.016
O	-12.3898	-0.8731	24.8947	-0.0039	0.0057	0.003
O	-0.8133	23.6724	14.6445	-0.0041	-0.015	0.0143
O	10.1843	19.304	19.7251	0.001	0.0015	-0.0049
O	-2.5203	7.771	15.9627	-0.0008	-0.0007	0.0069
O	13.8561	24.4987	28.4637	0.0074	0.0069	0.0064
O	-15.7489	-8.1829	20.298	-0.0046	-0.0016	-0.0196
O	3.5047	-4.2376	26.0171	0.0009	0.0074	0.0044
O	7.6335	-2.3749	23.732	0.0001	0.0008	-0.0011
O	4.2507	2.624	18.3707	-0.0062	-0.0047	-0.0134
O	-18.5781	-23.8262	17.4425	-0.0009	0.001	0.0105
O	7.9101	19.747	18.3879	0.0024	0.001	0.0042
O	-8.4837	33.4834	26.7057	0.002	0.0037	0.0057
O	14.1789	29.9259	21.6889	-0.0013	0.0016	-0.006
O	6.0405	-6.3745	18.3485	-0.002	0.0083	-0.0038
O	-3.1673	-7.9479	15.6843	0.0042	-0.0046	0.0187
O	23.8513	7.8836	27.846	-0.0052	-0.002	0.0124
O	-0.2062	5.5203	26.3698	-0.0057	0.0131	0.0175
O	25.5032	-5.7972	23.8774	0.0053	0.0052	-0.0009
O	9.0781	3.1425	17.9109	0.0016	-0.0001	0.0027
O	15.6176	-6.6176	26.0895	0.0078	0.0015	0.0102
O	-20.8078	-18.0091	14.6168	0.0147	0.0096	0.0324
O	-11.0808	2.9546	25.7819	-0.01	-0.0077	0.0098
O	-19.3223	2.591	16.4495	0.0036	0.0001	0.0054
O	-14.6613	17.574	29.7522	0.009	-0.0081	0.0165
O	-23.8495	-10.0861	16.6698	0.0001	0.0039	-0.0001
O	-4.5385	17.8425	17.448	-0.0039	-0.0157	0.0007
O	-6.8657	-5.098	17.1011	0.0111	0.0016	0.0187
O	-24.4676	28.4926	19.8222	-0.0061	-0.0147	-0.0041

Results
free energy: -113253.946 eV
free energy less fixed offsets of O -570.45, Si -639.56 eV per atom: 2.054 eV

The program warned: the cutoff lies below the one the program advises for these potential files; the forces do not sum to zero within the program's tolerance; empty levels may hold ghost states of the PAW files; the exchange-correlation potential is rough where the density is thin.
